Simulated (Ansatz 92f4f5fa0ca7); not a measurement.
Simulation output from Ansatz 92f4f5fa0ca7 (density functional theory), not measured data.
Periodic cell of 256 atoms, Si144O112, from a study of silicon, its oxide and their interface. The atomic structure is a simulated model.

Settings: functional r2SCAN; potential files Ansatz norm-conserving; basis plane waves; wave-function cutoff 1300 eV; density cutoff ratio 4; exchange-correlation grid ratio 1; k mesh 2 x 2 x 1, shifted by 0.5 0.5 0.5 of a step; self-consistency stop 5e-08 eV per atom in the density residual; occupations Fermi-Dirac, 0.05 eV; spin none; net charge 0.

Cell vectors (angstrom)
a, 10.888, 0, 0
b, 0, 10.888, 0
c, 0, 0, 36.0443

Atoms and the computed forces on them: element, x, y, z (angstrom), force x, y, z (eV/angstrom)
Si, -0.0349, 0.3002, 0.1393, -0.0024, -0.0215, 0.0988
Si, 3.0515, 2.6801, 0.2261, 0.0333, -0.0235, 0.1394
Si, -0.4371, 5.8016, -0.0087, 0.0269, 0.015, 0.1219
Si, 3.0064, 7.8983, -0.0551, -0.0261, 0.0087, 0.145
Si, 5.2904, 0.5058, 0.0339, -0.0336, 0.0035, 0.1099
Si, 8.6596, 2.5703, -0.0138, -0.0109, -0.0288, 0.1293
Si, 5.3658, 5.7398, 0.1587, -0.0607, 0.0211, 0.117
Si, 8.301, 8.1513, 0.0321, 0.0093, -0.0332, 0.1144
Si, 1.4458, 1.4961, 1.4706, 0.0055, 0.0061, -0.0022
Si, 4.2502, 4.168, 1.4992, 0.0084, -0.0203, 0
Si, 1.3341, 6.8302, 1.1997, -0.0043, -0.0128, -0.004
Si, 4.1114, 9.6388, 1.1853, -0.0006, -0.0004, -0.0072
Si, 6.9177, 1.5553, 1.3136, 0.0043, 0.0152, 0.0261
Si, 9.5648, 4.1744, 1.4481, 0.0101, 0.002, -0.0283
Si, 6.8749, 6.932, 1.4506, 0.0083, 0.0122, -0.0325
Si, 9.5581, 9.6412, 1.3412, 0.0144, 0.0164, -0.0174
Si, 0.0629, 2.8393, 2.7991, 0.0158, 0.0162, 0.0119
Si, 2.7738, 0.0087, 2.702, 0.001, -0.0049, 0.001
Si, 0.0272, 8.2035, 2.6472, 0.0086, -0.0083, 0.0241
Si, 2.6984, 5.5027, 2.6722, 0.0095, 0.0254, 0.0208
Si, 5.5867, 2.7965, 2.8081, -0.0128, -0.012, 0.0099
Si, 8.1731, 0.092, 2.6933, -0.0065, -0.002, 0.0187
Si, 5.431, 8.3108, 2.6796, 0.0031, -0.0063, 0.0216
Si, 8.1585, 5.4812, 2.7903, -0.0047, -0.0068, 0.0218
Si, 1.4209, 4.1624, 4.1362, 0.0085, -0.0221, 0.0155
Si, 4.1539, 1.3719, 4.0602, -0.0005, 0.0109, -0.005
Si, 1.3826, 9.5397, 4.0512, 0.0249, 0.0119, -0.0118
Si, 4.0639, 6.8936, 4.018, 0.0191, -0.0058, -0.0003
Si, 6.8485, 4.1444, 4.1949, -0.0199, 0.0285, 0.0213
Si, 9.5444, 1.4247, 4.0753, -0.0038, 0.0267, -0.0101
Si, 6.8116, 9.6104, 4.0709, 0.0031, -0.0052, -0.0075
Si, 9.5757, 6.8481, 4.0683, 0.0112, -0.0121, 0.0117
Si, 0.0028, 0.0145, 5.4026, -0.0005, 0.0036, -0.0051
Si, 2.7701, 2.7248, 5.4282, 0.0212, -0.0118, -0.0009
Si, 0.0199, 5.485, 5.4707, 0.0113, -0.003, 0.0111
Si, 2.7188, 8.1876, 5.444, 0.0078, -0.0127, 0.0012
Si, 5.4597, 0.0319, 5.4768, -0.0286, 0.0113, -0.0115
Si, 8.2018, 2.7436, 5.4972, -0.0025, 0.0041, 0.0046
Si, 5.4073, 5.5099, 5.4238, -0.0096, 0.0038, 0.013
Si, 8.1709, 8.2013, 5.4034, -0.0267, -0.0011, 0.0099
Si, 1.376, 1.351, 6.7706, 0.0214, 0.0063, 0.0003
Si, 4.0938, 4.1035, 6.7963, 0.0049, 0.0152, -0.0118
Si, 1.3779, 6.8197, 6.8316, 0.0022, 0.0161, 0.0091
Si, 4.0826, 9.5342, 6.8102, 0.0088, 0.0023, 0.0052
Si, 6.8161, 1.3798, 6.839, 0.0179, -0.0009, -0.0046
Si, 9.5607, 4.099, 6.8374, -0.0083, -0.0116, 0.0029
Si, 6.8063, 6.8253, 6.7763, -0.0301, -0.0042, -0.0019
Si, 9.5242, 9.5468, 6.7785, 0.0172, 0.0012, -0.0069
Si, 0.0179, 2.684, 8.1602, -0.012, 0.0036, 0.0085
Si, 2.6796, -0.0339, 8.1696, 0.009, -0.0039, 0.0048
Si, -0.0334, 8.1621, 8.1488, 0.0069, -0.0067, 0.0047
Si, 2.7134, 5.4085, 8.1824, -0.0023, -0.0068, 0.0088
Si, 5.4513, 2.7575, 8.1724, -0.0161, -0.0071, 0.0049
Si, 8.1592, -0.0192, 8.1754, -0.0187, 0.0117, 0.0053
Si, 5.4333, 8.1433, 8.1544, 0.0057, 0.0011, 0.0042
Si, 8.1575, 5.4545, 8.1617, 0.0066, -0.007, -0.0029
Si, 1.3347, 4.043, 9.5433, 0.0289, -0.0108, 0.0064
Si, 4.0555, 1.3614, 9.4629, -0.002, 0.008, -0.0055
Si, 1.2991, 9.4701, 9.5498, -0.0003, 0.0003, -0.0194
Si, 4.0789, 6.7711, 9.5279, 0.0033, -0.0002, -0.0028
Si, 6.8292, 4.091, 9.5529, 0.0057, 0.0097, 0.0038
Si, 9.5342, 1.3248, 9.5308, 0.0013, -0.009, -0.0043
Si, 6.8184, 9.454, 9.5186, -0.0112, 0.0042, -0.0055
Si, 9.5142, 6.8018, 9.5382, 0.0083, 0.0117, -0.0018
Si, -0.1038, -0.1127, 10.932, -0.0063, -0.0142, -0.0063
Si, 2.68, 2.6465, 10.8746, 0.0034, 0.0038, 0.0155
Si, -0.0492, 5.4041, 10.896, -0.021, -0.0106, 0.0105
Si, 2.6196, 8.0344, 10.8832, -0.0018, 0.0144, -0.0021
Si, 5.4031, -0.0505, 10.7516, 0.0167, -0.012, -0.001
Si, 8.2159, 2.7156, 10.8949, 0.0027, -0.012, 0.004
Si, 5.4792, 5.4681, 10.9109, -0.0074, -0.0075, 0.0051
Si, 8.1688, 8.1144, 10.9588, -0.0274, 0.0082, 0.011
Si, 1.2639, 1.2514, 12.2069, 0.0172, 0.0007, -0.0069
Si, 4.0831, 4.0525, 12.1358, 0.0076, -0.0107, -0.0102
Si, 1.2824, 6.6537, 12.3574, 0.0079, -0.002, -0.0142
Si, 3.9919, 9.4867, 12.0581, -0.0119, 0.008, -0.0246
Si, 6.8399, 1.2299, 12.0711, -0.0247, 0.0119, -0.0235
Si, 9.5245, 4.0992, 12.3493, -0.0038, -0.0024, 0.0075
Si, 6.843, 6.7815, 12.3779, -0.0053, 0.0014, -0.006
Si, 9.4661, 9.4192, 12.4384, 0.0255, 0.0049, -0.0197
Si, 0.0224, 2.6502, 13.6225, 0.0015, -0.0024, -0.0207
Si, 2.5806, -0.1988, 13.4916, 0.0269, 0.0002, -0.0022
Si, -0.1015, 7.9547, 13.8404, -0.0057, 0.0156, 0.0307
Si, 2.7318, 5.2308, 13.6396, 0.0052, 0.01, -0.0174
Si, 5.4573, 2.5923, 13.2982, -0.0009, -0.0263, 0.0134
Si, 8.0094, -0.0406, 13.6822, -0.0072, 0.0076, 0.0061
Si, 5.3606, 8.2633, 13.4657, -0.0065, 0.0084, -0.0017
Si, 8.1315, 5.3711, 13.8679, -0.0145, -0.0065, -0.0075
Si, 1.8365, 3.4333, 14.9729, 0.0271, -0.039, -0.1435
Si, 4.0354, 1.2458, 14.5286, 0.0043, 0.0163, -0.0558
Si, 1.6288, 9.0598, 14.9644, 0.035, -0.008, -0.1557
Si, 3.9152, 6.9488, 14.6897, -0.0099, 0.0236, -0.0816
Si, 6.8441, 3.6216, 14.8439, 0.0272, -0.0154, -0.092
Si, 9.2183, 1.5891, 14.8632, -0.019, 0.0233, -0.0813
Si, 6.1642, 9.9398, 14.9337, -0.0296, 0.0505, -0.1263
Si, 9.5099, 6.6057, 15.4429, -0.0224, 0.0169, -0.15
Si, 16.2794, -12.6109, 23.8955, -0.0135, 0.0069, -0.1035
Si, -9.5636, 17.106, 26.4983, -0.0416, -0.0313, 0.0724
Si, 3.8697, -2.742, 26.3848, 0.0552, -0.0398, 0.036
Si, 3.2991, -2.3569, 19.6629, -0.0816, -0.0319, -0.2707
Si, 15.6516, 17.7342, 31.3802, -0.0346, 0.0067, 0.2757
Si, 10.5459, -0.2259, 28.3645, -0.0325, 0.0003, 0.2107
Si, -7.3796, 15.2171, 25.7496, 0.0059, -0.0028, 0.0263
Si, -20.1586, -2.267, 22.1596, 0.0169, -0.0199, -0.2407
Si, 16.6076, -5.6027, 24.1455, -0.019, 0.0071, -0.152
Si, 4.5255, 2.1018, 27.2703, 0.0628, 0.0026, 0.1337
Si, -4.412, 9.6767, 33.92, -0.028, 0.0107, 0.2731
Si, 13.227, 13.9905, 33.5203, 0.0006, -0.0122, 0.2345
Si, -15.2035, -38.0338, 33.2723, 0.039, 0.0091, 0.2326
Si, 7.4854, 21.075, 25.6155, -0.0051, 0.0263, 0.0327
Si, 3.538, -2.0861, 33.2589, -0.0595, 0.0008, 0.2598
Si, -14.7076, 26.7089, 19.0215, 0.0067, -0.0218, -0.2351
Si, 16.0839, 5.1966, 16.888, -0.0171, -0.0065, -0.2841
Si, 9.2204, -6.4234, 33.7396, 0.0104, 0.0072, 0.2644
Si, 10.7138, 15.757, 28.7523, 0.0177, -0.0171, 0.2244
Si, -13.8412, 9.449, 28.3921, -0.0212, -0.0034, 0.2074
Si, -0.11, 7.6493, 24.2685, 0.0234, -0.0223, -0.088
Si, 32.2427, -21.1106, 31.2621, 0.0131, 0.0273, 0.2631
Si, 8.5357, 3.198, 21.8559, 0.0629, 0.0306, -0.2391
Si, 31.4812, 0.3126, 17.5771, -0.0022, 0.0263, -0.2326
Si, 26.8752, 24.2598, 24.5065, 0.0239, -0.0454, -0.0864
Si, 5.3761, -22.5481, 21.0754, 0.0357, -0.027, -0.212
Si, 4.6485, 14.863, 31.8412, -0.0337, 0.0066, 0.2429
Si, -21.4069, 4.6862, 17.4322, 0.0228, -0.0186, -0.245
Si, 1.0826, -12.2275, 18.0582, -0.0307, 0.0672, -0.3076
Si, -12.9687, -15.6961, 20.9341, 0.0044, 0.0014, -0.1758
Si, -3.0949, -17.3691, 28.519, -0.0316, -0.0018, 0.1377
Si, 0.2219, 3.6803, 31.5252, -0.021, -0.0264, 0.3045
Si, -8.4253, 21.6729, 26.9123, -0.0317, 0.0041, 0.0503
Si, 1.4186, -10.8288, 33.5242, 0.0522, -0.0142, 0.2717
Si, 2.9819, 5.6301, 18.8852, -0.0777, -0.0554, -0.2413
Si, 19.9228, 2.8807, 18.9436, 0.0666, -0.0404, -0.2446
Si, -12.0926, -8.3044, 27.1682, -0.0164, 0.0071, 0.0824
Si, 4.7459, -6.0645, 21.2066, -0.0295, 0.0301, -0.2496
Si, 7.7768, -2.2046, 17.1946, 0.0056, 0.0094, -0.2716
Si, 10.5256, -13.5182, 20.1324, -0.0294, -0.0258, -0.2446
Si, 5.5497, 23.8319, 21.7338, 0.0266, 0.0208, -0.1633
Si, 6.0503, -14.8031, 28.4251, -0.0469, -0.0167, 0.2234
Si, 9.5573, -20.3045, 24.36, -0.0142, 0.0521, -0.1046
Si, 11.8916, -0.4501, 24.2711, 0.0043, -0.0008, -0.1028
Si, 29.4606, 8.593, 20.1803, 0.0191, -0.0317, -0.2618
Si, -3.1264, -14.215, 24.2669, 0.0059, -0.0167, -0.0821
Si, 18.3717, 10.9472, 31.1897, 0.007, -0.0354, 0.3006
Si, 6.0249, -8.4828, 29.8833, -0.0458, 0.0148, 0.2418
O, 6.1472, -7.1674, -11.7517, -0.0152, -0.0058, 0.0277
O, 6.0608, -11.5028, -11.1844, 0.0043, 0.0059, 0.0102
O, -14.7614, -11.7444, -3.6006, 0.0548, 0.0512, -0.2142
O, 2.4713, -12.1102, -17.187, 0.0895, -0.03, 0.1402
O, 4.0918, 1.5521, -0.3982, -0.0063, 0.0174, -0.0621
O, 2.6285, -2.8051, -1.6413, 0.0539, 0.0396, -0.1873
O, 4.3304, -13.431, -11.2215, -0.024, -0.0046, 0.0069
O, -2.479, -7.5554, -1.4466, 0.0203, 0.0445, -0.1469
O, 2.0093, 11.0158, -10.6634, 0.0124, 0.0084, 0.0125
O, 30.243, 0.3865, -11.1357, -0.017, -0.0178, 0.0171
O, 9.2732, 7.3707, -12.3677, -0.0144, -0.0135, 0.0497
O, 14.7167, 24.9145, -3.1126, 0.0493, 0.0191, -0.119
O, 14.6155, 29.7798, -4.1838, 0.05, -0.0528, -0.1246
O, -9.1304, -20.1587, 33.5856, -0.0345, -0.0071, -0.0936
O, -2.3796, 7.4829, 16.3869, -0.0494, 0.0423, 0.1056
O, -0.4127, 5.7744, 16.4869, 0.0506, -0.0569, 0.1178
O, 1.0257, 7.4384, 23.1119, -0.04, -0.0081, 0.0902
O, 4.4999, 5.5147, 25.2134, -0.0146, -0.0074, 0.026
O, -12.5913, -1.782, 19.9827, 0.0029, 0.009, 0.0852
O, 11.9885, -0.4471, 27.7026, 0.0678, -0.0028, -0.068
O, 9.97, 13.3085, 25.5978, 0.0095, -0.0009, -0.0181
O, 26.7854, 7.4223, 27.2746, -0.0505, 0.0382, -0.0847
O, 10.0281, 0.9956, 16.1448, -0.0029, -0.0417, 0.1431
O, -7.5714, -14.5621, 18.7289, 0.0164, 0.0485, 0.1042
O, 12.0843, -1.3618, 16.4561, -0.0034, -0.0029, 0.241
O, -2.8974, -13.1506, 25.4806, 0.004, 0.0035, 0.0121
O, 3.6061, 14.0446, 24.6132, -0.0016, 0.0161, 0.0275
O, 6.012, 5.0416, 20.2251, -0.0598, -0.0093, 0.1276
O, 17.9301, 6.132, 24.5749, 0.0123, 0.0232, 0.0231
O, 3.3968, -5.5952, 20.4255, 0.0792, -0.0319, 0.1609
O, -16.4884, 1.5263, 23.2431, -0.0084, -0.0018, 0.1076
O, 2.4704, -3.5409, 26.4872, -0.003, 0.0087, -0.0192
O, 2.7648, 8.1143, 21.1496, -0.0279, 0.022, 0.1548
O, -9.5962, -7.0718, 16.4407, -0.0567, 0.0581, 0.1877
O, -1.1048, -20.6538, 27.8639, -0.0035, 0.0183, -0.0601
O, 26.8976, -16.2391, 22.6302, 0.0359, 0.0165, 0.151
O, 21.9616, 10.8514, 18.3554, 0.0013, -0.0196, 0.0889
O, 5.0813, 11.1264, 15.3446, 0.0349, -0.0475, 0.0688
O, 1.9607, -11.8744, 23.0774, -0.005, 0.0265, 0.0807
O, -23.1267, -1.4705, 28.1068, 0.0065, 0.0084, -0.0555
O, 6.6271, 16.3609, 28.14, 0.0178, 0.0008, -0.0529
O, 14.441, 20.4885, 27.0213, -0.0056, 0.0015, -0.0045
O, 10.7908, -11.0568, 29.945, -0.0043, -0.0371, -0.1931
O, 8.8507, -11.8986, 17.2854, 0.0162, 0.0093, 0.099
O, -6.8099, -7.2196, 27.1328, -0.0196, 0.0222, -0.0574
O, 8.2493, 3.3468, 27.3588, 0.0235, -0.0208, -0.0603
O, 24.7897, -8.5737, 15.2895, -0.0177, 0.0206, 0.0358
O, -2.8324, 13.5315, 15.3989, -0.0028, -0.0129, 0.0613
O, -7.7081, 12.1152, 27.4701, -0.0122, -0.0215, -0.0296
O, 6.5227, -1.6735, 16.3384, 0.0425, -0.0332, 0.1394
O, 7.2986, 32.157, 27.2138, -0.0005, 0.018, -0.0773
O, 6.1872, 0.149, 34.7534, 0.0341, -0.0441, -0.1289
O, 19.7955, -9.5356, 18.4792, -0.0246, 0.0415, 0.0891
O, 4.5153, -7.6437, 21.4297, 0.022, -0.031, 0.0851
O, -5.8682, -1.9087, 33.8739, 0.0084, -0.0157, -0.1137
O, -1.8293, 2.4412, 23.1686, 0.0078, -0.0622, 0.1192
O, 6.0134, 28.5739, 32.4391, -0.0409, 0.0224, -0.1176
O, -14.8347, -1.1134, 20.9553, -0.0483, 0.0338, 0.1041
O, 17.3375, 5.6981, 17.7626, 0.0467, -0.0136, 0.1356
O, 15.614, -34.3459, 19.9189, 0.0371, 0.0331, 0.1065
O, 19.0526, 16.5341, 33.4189, -0.0206, 0.0202, -0.0825
O, -4.9561, 16.214, 34.7422, 0.0334, -0.0153, -0.1777
O, 0.2309, -11.0493, 32.4762, -0.0707, 0.0374, -0.1676
O, 10.9799, 9.1812, 24.7865, 0.0048, -0.0014, 0.039
O, -0.0805, 3.5115, 27.8703, 0.0029, -0.0318, -0.0699
O, -3.175, 7.2689, 21.1308, -0.0088, -0.0097, 0.0905
O, -9.4667, 27.1025, 18.516, 0.0597, 0.032, 0.1015
O, -25.144, -7.4627, 18.6652, -0.0226, 0.0282, 0.0907
O, -15.1523, -2.6317, 23.3517, 0.0059, 0.0001, 0.0476
O, 1.4253, 14.8856, 32.5523, -0.051, 0.028, -0.1227
O, 13.6691, -2.9355, 15.292, -0.0201, -0.0161, 0.0674
O, -0.701, 3.6989, 18.1377, -0.0665, -0.0327, 0.1202
O, 0.4598, -23.5182, 21.1757, 0.0558, 0.0036, 0.1489
O, 5.568, -19.9403, 28.4558, -0.0578, -0.0194, -0.14
O, -10.4764, 4.6279, 30.2381, -0.0274, 0.0623, -0.1962
O, 19.5126, 4.8482, 21.983, -0.0192, -0.0403, 0.0859
O, 5.7557, -6.9454, 16.0338, -0.0475, 0.0466, 0.1384
O, -6.1645, -18.6263, 30.474, 0.0619, -0.0613, -0.142
O, -0.0267, -10.1917, 23.805, 0.0127, -0.0104, 0.0421
O, -8.8739, -16.9222, 25.9628, 0.0007, 0.0078, -0.0114
O, -0.6215, -4.1112, 20.7648, 0.0062, -0.0172, 0.0857
O, 13.2822, 3.5875, 35.0647, -0.0225, 0.0243, -0.205
O, -17.7819, 27.2005, 31.5269, 0.0006, 0.0291, -0.0809
O, -16.4479, -9.1656, 25.9063, -0.011, -0.023, -0.0249
O, 9.4328, -3.8483, 35.6728, -0.03, 0.0318, -0.0418
O, 11.2461, -2.6759, 18.6749, -0.0269, -0.0534, 0.151
O, -0.3887, 5.0052, 34.5954, -0.044, -0.0364, -0.1759
O, 11.0197, -4.2619, 25.4873, -0.0038, 0, 0.0139
O, 25.7153, 15.7007, 17.8408, -0.0408, 0.0253, 0.1378
O, 7.2454, 3.4625, 29.7225, 0.0449, 0.0238, -0.0834
O, 16.1171, -10.0829, 20.7746, -0.0041, 0.0045, 0.0785
O, 31.1795, -18.891, 20.5241, -0.0391, 0.0129, 0.1806
O, 9.1338, -16.5411, 28.9228, -0.009, 0.0002, -0.0589
O, -2.0026, 22.5469, 31.5399, 0.005, -0.0009, -0.098
O, 24.5388, -0.6901, 33.0299, -0.0054, -0.0024, -0.0835
O, 19.3752, 5.5822, 19.4261, 0.0181, 0.0433, 0.101
O, 6.1463, 4.2054, 32.4229, -0.0252, -0.041, -0.1214
O, 17.2922, 1.2167, 30.8997, -0.0235, 0.0612, -0.1026
O, -5.5894, 17.9451, 29.8726, 0.0766, 0.0133, -0.2297
O, 4.1535, -15.014, 35.9023, 0.0372, 0.0028, -0.0399
O, -3.8482, 24.4281, 21.5768, -0.0284, -0.0087, 0.0635
O, 18.0901, 8.2809, 18.6571, -0.0063, -0.0055, 0.1995
O, -1.1514, -9.5046, 35.6337, 0.0132, 0.0119, -0.067
O, 4.8037, 17.3027, 15.9346, 0.0456, -0.053, 0.1434
O, 0.2289, -19.6449, 31.0788, -0.0067, -0.0101, -0.0862
O, -3.3567, 8.7459, 34.7457, -0.0491, 0.0256, -0.1428
O, -6.1252, 20.6415, 22.5322, -0.0156, -0.0205, 0.1352
O, 7.6344, -0.8233, 29.8541, 0.0253, -0.0522, -0.1854
O, 22.6179, -0.3985, 34.9763, 0.0048, 0.0183, -0.1665
O, -1.1614, 3.9232, 32.3186, 0.0751, -0.0437, -0.1732
O, 22.4639, 5.9979, 27.9761, 0.0373, 0.0361, -0.0917
O, 7.3166, 7.9664, 28.3981, 0.0139, 0.0166, -0.0611

Results
free energy: -68947.521 eV
free energy less fixed offsets of O -463.61, Si -117.95 eV per atom: -38.401 eV
pressure: 0.24 GPa
stress xx, yy, zz, yz, xz, xy (GPa, positive in tension): -0.02, -0.64, -0.06, -1.38, -0.69, 0.12

The program warned: the forces do not sum to zero within the program's tolerance.
